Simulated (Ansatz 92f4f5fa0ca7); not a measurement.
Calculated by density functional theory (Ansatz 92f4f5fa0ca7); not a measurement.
Periodic cell of 153 atoms, Si99O54, from a study of silicon, its oxide and their interface. The atomic structure is a simulated model.

Settings: functional r2SCAN; potential files Ansatz norm-conserving; basis plane waves; wave-function cutoff 1300 eV; density cutoff ratio 4; exchange-correlation grid ratio 1; k mesh 2 x 2 x 1, shifted by 0.5 0.5 0.5 of a step; self-consistency stop 5e-08 eV per atom in the density residual; occupations Fermi-Dirac, 0.05 eV; spin none; net charge 0.

Cell vectors (angstrom)
a 11.54 0 0
b 0 11.54 0
c 0 0 20.0964

Atoms: element, x, y, z (angstrom)
Si -0.221 0.7142 -0.3496
Si -0.0253 3.6174 0.391
Si 0.3007 6.7403 -0.1945
Si 3.7912 0.4059 0.2357
Si 3.7072 3.519 0.2252
Si 4.1425 7.5746 -0.6027
Si 7.721 0.291 -0.4554
Si 8.1829 3.4028 -0.4611
Si 5.8964 6.1897 -3.9192
Si 1.8119 -0.0259 1.2828
Si 1.9357 3.7452 1.6199
Si 1.7461 7.5441 1.4051
Si 5.9931 0.0462 1.3866
Si 5.7468 4.0947 1.3773
Si 6.5963 7.6373 1.2739
Si 9.2452 -0.1359 1.1194
Si 9.4847 3.7083 1.4983
Si 9.0015 7.2012 1.3723
Si 1.8565 1.674 2.8683
Si 1.9602 5.7142 2.9955
Si 1.9717 9.6064 2.716
Si 6.1766 2.0136 2.7473
Si 5.9358 6.0958 2.5818
Si 5.8267 9.4946 2.3229
Si 9.3384 1.6447 2.7591
Si 9.444 5.6332 2.9514
Si 9.3951 9.4228 2.3655
Si -0.2147 1.775 4.1702
Si -0.1143 5.8873 4.0852
Si -0.1331 9.5159 3.9515
Si 3.7976 1.7611 4.0172
Si 3.9311 5.9057 4.3671
Si 3.9027 9.498 3.7734
Si 7.6257 1.8579 4.3119
Si 7.5289 5.834 4.1703
Si 7.5336 9.8435 3.8743
Si -0.1734 -0.1251 5.3918
Si -0.1372 3.734 5.2166
Si -0.2498 7.6665 5.6227
Si 3.9821 -0.1249 5.328
Si 3.9096 3.9764 5.5163
Si 3.614 7.7817 5.2702
Si 7.7026 -0.1908 5.4538
Si 7.2658 3.8356 5.4985
Si 7.7666 7.8152 5.4746
Si 1.9298 -0.0879 6.6937
Si 1.9647 4.0589 6.5262
Si 1.8189 7.9622 6.8016
Si 5.5853 -0.0663 6.9516
Si 5.4137 3.9024 7.1807
Si 5.7301 7.6933 6.8172
Si 9.6618 -0.3673 6.838
Si 9.4817 3.7415 6.7887
Si 9.3506 7.5049 7.0501
Si 1.8275 2.1711 7.8975
Si 2.0317 5.8899 7.8624
Si 1.9332 9.713 8.3483
Si 5.7426 1.9563 8.4712
Si 5.8723 5.7369 8.4264
Si 5.7365 9.6129 8.2117
Si 9.6311 1.7196 7.9802
Si 9.3887 5.5299 8.3631
Si 9.6087 9.5151 8.2855
Si -0.0472 2.0991 9.2646
Si 0.242 6.0233 9.2518
Si -0.0502 9.9235 9.7181
Si 3.782 1.9407 9.8209
Si 3.5747 5.7934 9.3379
Si 3.8252 9.7692 9.6144
Si 7.7213 2.4746 9.4665
Si 7.8176 4.6661 9.6839
Si 7.4034 9.8632 9.6282
Si 0.3714 0.3962 10.8868
Si -0.0547 4.4987 11.0899
Si 1.0973 7.4884 10.8377
Si 3.6846 0.0999 11.1822
Si 3.2181 4.0434 11.1385
Si 3.4904 7.6373 10.8444
Si 8.3847 0.9048 11.0754
Si 8.4604 5.1993 11.9165
Si 8.1124 8.3005 12.3098
Si 4.7953 -0.0907 14.2679
Si 4.4206 9.69 18.3694
Si 3.8031 5.757 18.1115
Si 6.4099 -2.6156 14.8129
Si 11.6616 8.3934 17.4136
Si 10.1898 -2.727 14.2659
Si 11.6738 11.2707 17.7721
Si -0.6745 1.376 12.6265
Si -2.8502 16.2171 16.6848
Si 7.6046 1.2107 14.0403
Si 2.8473 5.7668 12.5911
Si 7.3709 9.7678 17.4526
Si 12.899 8.5859 15.2989
Si -1.2168 -0.4346 14.7868
Si -2.0688 7.6238 16.8169
Si 2.5967 10.9599 16.1239
Si 8.6005 3.3057 14.0965
Si 3.1554 6.1556 15.22
O -0.2092 2.3123 -0.6446
O -2.1512 6.0248 -2.9492
O 0.6454 7.3131 -1.6305
O 3.5264 4.5059 -1.0451
O 1.8524 10.0714 -5.1748
O -1.2509 7.0034 0.3107
O 3.7377 1.9935 -0.4426
O 11.5243 -1.7544 -1.886
O -3.1258 3.9585 -1.9706
O 3.2271 7.7691 0.7562
O 6.12 7.7454 -4.2397
O 3.9794 10.9317 -0.9298
O 5.3128 5.7699 -2.5197
O 8.2087 -0.5057 -1.8218
O 11.7039 8.1913 -5.8872
O 6.7087 4.1993 -0.0349
O 2.7652 5.8355 -3.2868
O 5.5628 7.2695 0.0549
O 4.3756 0.243 12.7403
O -4.1004 0.741 12.394
O -1.5184 14.2186 13.2
O 2.6336 7.6503 15.0228
O 11.6403 8.8171 11.066
O -0.2803 11.936 13.7216
O 7.5921 -2.2646 11.0799
O 5.0789 -1.7379 14.4908
O 10.1922 5.2129 11.9679
O -0.9929 3.3404 10.2597
O 4.0192 6.9383 12.3531
O 3.599 11.9955 15.2531
O 7.0237 -3.2667 13.4636
O 1.4566 3.7815 11.3208
O 8.1992 6.7337 11.7316
O 9.588 8.8733 12.7529
O 6.1604 0.9302 14.5871
O -3.62 1.8905 19.6639
O -4.3815 -6.4309 15.973
O 0.2425 4.9771 19.5798
O 1.3115 6.3854 12.0336
O 3.6448 9.8856 16.8796
O 6.0195 -12.9826 18.2226
O 9.2096 -3.6048 15.24
O 10.8822 11.3677 16.3295
O 9.4919 3.7707 15.4488
O 7.4351 -1.5966 15.825
O 13.5 0.293 11.345
O -2.4785 0.4003 14.5737
O 1.5884 11.9007 17.0088
O 9.9118 0.5612 11.4562
O 7.6586 4.2718 12.9945
O 4.7133 5.8837 15.0599
O 2.608 5.1765 14.0688
O 8.3012 8.2727 17.8547
O 7.7269 -0.128 9.9237

Results
free energy: -36705.555 eV
free energy less fixed offsets of O -463.61, Si -117.95 eV per atom: 6.435 eV
pressure: -0.70 GPa
stress xx, yy, zz, yz, xz, xy (GPa, positive in tension): 1.74, -0.62, 0.96, 0.86, 0.31, -0.95

Forces (eV/angstrom), in the order of the atoms: element, x, y, z
Si -0.1527 -0.9819 2.5943
Si 0.4526 0.9322 -0.3167
Si -2.3238 -3.816 0.8478
Si 1.1344 3.0369 1.8955
Si 0.6001 -0.8618 0.1879
Si -1.1226 0.9554 0.1315
Si -0.6019 -1.19 1.2506
Si -2.0692 4.5007 1.0435
Si 0.7158 -2.5281 -2.5782
Si -1.1164 0.3041 -0.3662
Si -0.7032 -0.805 1.2677
Si 0.6816 -0.0353 1.9471
Si -1.1679 1.3823 -2.0029
Si 0.6314 -1.218 -1.4207
Si 0.6235 0.7775 -1.9457
Si 2.549 0.3625 0.3464
Si 0.3105 -0.2014 0.2683
Si 1.1424 1.7064 -0.2941
Si -1.1506 0.9655 -0.3038
Si -0.1557 0.226 -1.01
Si -3.2966 -0.4078 -1.3736
Si -3.5668 -0.0225 -1.7108
Si -2.1323 -2.5692 3.2342
Si -0.2 0.9604 1.3387
Si 1.0403 0.6994 -0.3393
Si -0.1345 -0.7718 -0.6948
Si 0.6447 -0.1337 1.1126
Si 0.4246 -0.5752 -2.0128
Si 0.564 -1.101 0.6157
Si -0.4166 -0.0533 0.0683
Si 2.2205 1.5942 0.4961
Si 0.5658 -1.9246 -3.6495
Si 1.5863 0.6075 0.8015
Si 1.325 -0.0693 1.559
Si 0.2575 -0.6657 1.424
Si 0.918 -2.9248 -0.479
Si 1.4352 -0.8974 0.2118
Si -0.2062 2.1713 1.8524
Si 0.2471 0.4781 -0.4548
Si -1.2452 -0.282 0.0379
Si 0.3315 -2.1402 -1.5426
Si 0.8197 2.3322 2.8616
Si -0.841 1.6905 2.0994
Si 1.2671 0.4667 1.3294
Si -1.9037 0.4224 -0.9739
Si -0.3389 0.7608 0.0415
Si -2.1635 -0.9295 -0.0715
Si -0.0236 -0.7156 -0.5441
Si 2.0441 1.2199 -0.3255
Si 1.8401 -0.9456 -0.9319
Si 0.0889 -0.1859 -0.0113
Si -1.2912 1.8265 -0.7026
Si 0.0494 0.1304 -1.182
Si 1.2357 0.3294 0.2802
Si 1.152 -0.7354 0.8855
Si -1.7592 0.4766 -1.5056
Si -1.1155 0.5409 -0.5046
Si -1.1488 -0.42 -0.8773
Si -0.6742 0.4987 0.4088
Si -1.8283 -0.9913 -0.1048
Si -1.1697 0.5094 -0.0386
Si 2.6333 0.7337 -1.2967
Si -1.1667 -1.4686 1.8146
Si -1.4195 0.383 1.5349
Si -1.8534 -0.5887 0.5986
Si 0.4687 -1.1535 1.246
Si 0.003 1.4141 -0.6084
Si 3.0013 -0.4487 2.5437
Si 1.3665 -0.8864 1.7286
Si 1.6348 -1.7737 -0.3791
Si -1.2493 1.6167 0.9298
Si 3.4738 0.4916 -1.3662
Si 1.8125 1.5337 -1.3536
Si -0.748 0.2079 -2.0602
Si 0.0757 1.3688 -0.5592
Si -2.3203 0.3723 1.0922
Si -1.8168 -0.4787 -1.7837
Si -0.2757 0.9104 -1.2847
Si -2.8292 -0.0572 -1.8107
Si 2.5548 -1.2739 -2.7402
Si 0.7497 -0.612 -2.974
Si 0.2978 1.2072 0.0208
Si -0.0486 -1.2616 -2.3727
Si -1.8636 0.4183 0.0341
Si 0.67 1.4028 0.97
Si -0.6315 -0.8034 -1.788
Si 1.0149 1.0346 -0.6467
Si 1.0552 3.4453 -3.7446
Si -0.6616 3.1106 -2.342
Si -2.1404 -0.7211 -0.4957
Si 2.7478 -1.1358 -1.8341
Si -0.7444 -0.0333 -1.5292
Si 3.8677 -0.0448 1.3766
Si -1.0948 -0.623 -0.2919
Si 3.0997 -0.7211 2.0504
Si -0.1596 0.282 2.0646
Si 1.5835 1.2524 -1.0152
Si 2.0497 -1.226 -1.7883
Si -0.3168 -0.9732 2.3084
O 0.3153 1.1627 0.4662
O 0.8225 0.9464 -0.8624
O 0.8459 -0.0748 -0.3559
O -0.1161 -0.0744 -0.6043
O 0.2091 1.0077 1.4569
O -0.2732 0.4517 -0.6154
O 0.2216 -0.9699 1.0718
O 0.5766 -1.9099 1.0727
O 0.6656 -0.5034 -1.223
O 0.834 -0.0177 -1.6902
O 0.403 0.0914 0.9038
O -1.3166 0.4884 -0.5015
O 0.6463 0.1721 0.5017
O -0.7006 -0.7133 -0.9728
O 0.015 0.0701 0.7722
O 1.0117 -0.8518 0.5492
O 0.8838 -0.3379 -0.0943
O 1.4365 -0.0373 -1.0345
O -0.4963 -0.8739 -1.512
O 0.6896 0.6201 2.1133
O -1.4549 0.1775 0.2402
O 0.0603 -0.0521 -0.3904
O 0.6549 -0.1783 -1.106
O 1.5214 -3.1255 3.5019
O 0.0335 -2.551 2.8583
O 0.9182 1.5125 -0.3756
O -0.3138 -0.9914 0.3864
O 2.6559 -1.0734 -0.2556
O -1.4952 0.3829 -0.6058
O 0.2959 -1.5625 0.3614
O -0.5949 0.9922 1.4732
O -0.5728 0.0009 0.2692
O -0.8479 3.9573 1.5771
O -1.6936 -0.9357 0.4659
O -2.4493 -2.1329 0.8159
O -0.5333 -2.3733 -1.4608
O 1.3295 0.7398 0.4985
O 0.0386 2.5494 0.3734
O 1.2398 -1.1273 2.3586
O -0.7322 0.2521 0.9673
O -1.1013 -1.9622 -0.9122
O -0.0252 -0.4053 -0.3176
O -1.2291 -0.4823 -0.3847
O -2.8559 1.7456 1.0916
O -1.696 -1.2508 -0.7282
O 2.3525 -1.0619 0.0606
O -6.8265 2.3611 -0.6325
O 0.3329 -2.4067 1.0681
O -1.793 -0.2509 0.5851
O 2.4038 -0.294 2.2089
O 1.8649 0.1802 0.7085
O -0.9021 0.531 0.4227
O -1.2093 2.4348 -1.9283
O 0.2554 1.0872 0.9395
